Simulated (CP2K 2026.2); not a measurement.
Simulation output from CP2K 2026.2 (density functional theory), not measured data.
Periodic cell of 504 atoms, Si360O144, from a study of silicon, its oxide and their interface. The atomic structure is a simulated model.
Doubt: the forces sum to 1.64 eV/angstrom along one axis rather than to zero, so they err by at least 0.0032 eV/angstrom per atom on average; the grid cutoff is modest.

Settings: functional PBE; method Gaussian and plane waves; basis set DZVP-MOLOPT-SR-GTH; pseudopotentials GTH-PBE; grid cutoff 350 Ry, relative cutoff 50 Ry; k points Gamma only; occupations fixed; spin none; net charge 0.

Cell vectors (angstrom)
a 16.32 0 0
b 0 16.32 0
c 6.64 0.516 33.9037

Atoms and the computed forces on them: element, x, y, z (angstrom), force x, y, z (eV/angstrom)
Si 7.704 15.879 33.887 0.076 -0.22 -0.18
Si 3.931 1.596 0.126 0.089 -0.025 -0.135
Si 8.342 4.337 33.744 -0.133 0.073 -0.297
Si 4.475 6.521 0.05 0.112 0.083 -0.45
Si 1.104 9.635 0.036 0.143 -0.063 -0.398
Si 4.32 12.005 0.236 -0.171 0.04 -0.364
Si 6.929 14.831 0.044 0.041 0.051 -0.312
Si 9.79 1.158 0.195 0.015 0.064 -0.244
Si 6.679 4.303 0.202 0.032 -0.016 -0.359
Si 9.79 6.5 0.225 -0.036 0.064 -0.303
Si 6.626 9.917 0.059 0.108 -0.234 -0.249
Si 9.11 12.55 0.148 0.105 -0.134 -0.053
Si 12.046 15.265 0.038 0.087 -0.221 -0.11
Si 15.02 1.052 0.195 -0.053 0.093 -0.05
Si 11.985 4.288 0.175 -0.048 -0.067 -0.272
Si 14.67 7.021 0.041 0.124 -0.171 -0.219
Si 12.462 9.262 0.019 -0.16 0.106 -0.333
Si 15.251 11.924 0.109 -0.021 0.167 -0.552
Si 2.678 0.053 1.398 -0.03 0.082 -0.172
Si 5.47 2.745 1.491 -0.09 0.015 -0.234
Si 2.757 5.426 1.274 0.038 -0.045 -0.086
Si 5.542 8.171 1.361 0.053 0.146 -0.27
Si 2.728 10.76 1.422 -0.082 0.053 -0.267
Si 5.418 13.661 1.459 0.151 -0.104 -0.125
Si 8.139 16.332 1.442 0.069 -0.035 -0.251
Si 10.908 2.711 1.555 -0.005 -0.067 -0.247
Si 8.208 5.428 1.573 -0.03 -0.005 -0.222
Si 10.914 8.169 1.442 0.011 -0.09 -0.181
Si 8.101 10.961 1.54 0.038 0.08 -0.219
Si 10.881 13.609 1.338 -0.118 0.184 -0.364
Si 13.594 16.199 1.589 -0.076 0.09 -0.273
Si 16.308 2.771 1.242 0.106 -0.122 -0.222
Si 13.58 5.463 1.44 -0.086 0.087 -0.206
Si 16.274 8.12 1.396 -0.106 0.055 -0.121
Si 13.602 10.839 1.382 0.043 -0.115 -0.104
Si 16.372 13.606 1.334 0.068 0.097 -0.208
Si 1.311 1.418 2.754 -0.001 0.073 0.027
Si 4.068 4.122 2.795 0.009 -0.001 0.097
Si 1.376 6.76 2.695 0.05 -0.031 -0.018
Si 4.091 9.428 2.779 0.073 -0.04 0.132
Si 1.411 12.241 2.74 -0.019 0.003 0.09
Si 4.027 14.994 2.776 -0.049 0.047 0.049
Si 6.806 1.36 2.828 -0.006 -0.012 0.025
Si 9.511 4.029 2.91 0.045 -0.078 0.166
Si 6.861 6.869 2.831 -0.007 0.021 0.153
Si 9.53 9.544 2.783 -0.029 0.003 0
Si 6.75 12.299 2.887 -0.043 0.055 0.204
Si 9.537 14.953 2.807 -0.011 -0.004 -0.017
Si 12.292 1.352 2.877 0.022 0.054 0.175
Si 14.998 4.091 2.72 -0.014 -0.025 0.007
Si 12.244 6.812 2.852 0.004 0.01 0.141
Si 14.954 9.501 2.803 0.001 0.001 0.138
Si 12.228 12.227 2.724 0.001 0.024 -0.057
Si 14.986 14.832 2.833 0.006 -0.079 0.163
Si 16.313 16.31 4.147 0.026 0.033 -0.093
Si 2.704 2.739 4.171 -0.031 0.02 -0.127
Si 16.344 5.436 4.116 -0.008 -0.017 0.031
Si 2.708 8.097 4.141 0.082 0.061 0.012
Si 16.341 10.892 4.143 -0.057 -0.007 -0.116
Si 2.726 13.6 4.162 -0.028 -0.061 0.012
Si 5.413 16.324 4.162 0.02 0.01 0.039
Si 8.143 2.681 4.249 0.034 0.062 0.005
Si 5.456 5.481 4.171 -0.071 -0.007 -0.1
Si 8.206 8.205 4.21 -0.082 -0.048 0.013
Si 5.398 10.858 4.185 0.029 0.046 -0.081
Si 8.169 13.623 4.231 0.026 -0.021 -0.12
Si 10.888 16.317 4.214 -0.06 -0.025 -0.115
Si 13.667 2.747 4.172 -0.042 -0.077 0.001
Si 10.886 5.433 4.226 0.033 0.04 -0.086
Si 13.614 8.163 4.223 -0.008 -0.021 -0.112
Si 10.889 10.896 4.146 0.019 -0.026 0.061
Si 13.581 13.523 4.176 0.108 0.04 0.053
Si 17.655 14.961 16.518 -0.032 0.053 0.005
Si 4.066 1.376 16.504 -0.006 0.018 0.015
Si 17.674 4.087 16.564 0.004 0.014 0.06
Si 4.09 6.808 16.575 -0.018 -0.009 0.052
Si 17.693 9.526 16.569 -0.024 -0.026 0.045
Si 4.043 12.202 16.492 0.007 0.04 -0.002
Si 6.814 14.974 16.499 0.001 -0.006 -0.027
Si 9.527 1.357 16.523 0.025 0 0.026
Si 6.828 4.128 16.536 -0.025 -0.002 0.041
Si 9.538 6.78 16.595 -0.001 0.012 0.097
Si 6.816 9.485 16.516 0.026 -0.029 0.024
Si 9.54 12.22 16.5 0.026 -0.022 0.007
Si 12.291 14.995 16.511 -0.013 -0.028 0.024
Si 14.952 1.367 16.596 0.005 0.009 0.075
Si 12.257 4.085 16.609 -0.041 -0.004 0.068
Si 14.954 6.801 16.591 0.036 0.027 0.053
Si 12.252 9.51 16.57 0.02 -0.002 0.071
Si 14.987 12.248 16.542 -0.012 -0.017 0.037
Si 18.974 16.373 17.856 0.037 -0.12 0.041
Si 5.429 2.764 17.835 0.041 -0.043 0.07
Si 19.055 5.422 17.942 -0.061 0.086 0.086
Si 5.443 8.194 17.947 0.106 -0.029 0.018
Si 19.041 10.886 17.965 0.019 0.032 -0.004
Si 5.421 13.58 17.776 -0.065 -0.058 0.034
Si 8.163 16.332 17.893 0.01 0.028 0.107
Si 10.88 2.676 17.937 0.007 0.037 0.085
Si 8.17 5.434 17.999 0.004 -0.019 0.114
Si 10.917 8.137 17.978 -0.046 0.026 -0.046
Si 8.228 10.801 17.858 -0.068 0.05 0.053
Si 10.916 13.618 17.807 -0.032 0.03 0.053
Si 13.6 16.312 17.987 -0.023 0.024 0.144
Si 16.31 2.753 17.971 0.034 -0.026 -0.029
Si 13.615 5.454 18.013 -0.034 -0.035 -0.038
Si 16.32 8.182 17.946 -0.013 -0.016 0.096
Si 13.599 10.922 17.913 0.115 -0.056 0.036
Si 16.376 13.565 17.936 -0.048 0.056 0.058
Si 17.695 1.415 19.335 -0.003 -0.029 0.005
Si 4.117 4.052 19.309 -0.002 -0.008 -0.073
Si 17.688 6.798 19.311 -0.013 -0.083 -0.16
Si 4.104 9.567 19.349 0.018 0.006 -0.013
Si 17.728 12.247 19.4 -0.004 0.026 -0.034
Si 4.006 14.921 19.098 -0.107 -0.007 -0.184
Si 6.754 1.414 19.207 0.13 0.101 -0.147
Si 9.528 3.987 19.362 -0.106 -0.096 -0.07
Si 6.797 6.858 19.351 0.097 0.044 -0.115
Si 9.587 9.518 19.354 -0.065 0.023 0.036
Si 6.778 12.168 19.08 -0.009 -0.078 -0.266
Si 9.571 14.931 19.199 0.102 0.118 -0.129
Si 12.19 1.34 19.401 -0.082 -0.111 0.054
Si 14.954 4.076 19.399 0.013 0.035 -0.026
Si 12.263 6.809 19.41 0.019 0.001 0.007
Si 14.983 9.611 19.31 0.006 0.092 -0.078
Si 12.225 12.31 19.245 -0.013 0.068 -0.104
Si 15.018 14.912 19.306 0.029 0.038 -0.191
Si 16.37 16.287 20.659 0.046 0 0.11
Si 19.133 2.699 20.761 0.008 -0.108 0.176
Si 16.342 5.437 20.749 0.037 0.146 0.189
Si 19.051 8.18 20.665 -0.013 -0.097 0.123
Si 16.33 10.945 20.799 -0.105 -0.1 0.347
Si 19.153 13.648 20.689 0.089 0.048 0.189
Si 5.334 16.303 20.351 -0.059 0.08 0.25
Si 8.074 2.632 20.753 -0.035 0.165 0.198
Si 5.431 5.459 20.672 -0.142 0.102 0.181
Si 8.201 8.178 20.765 -0.033 -0.084 0.192
Si 5.514 10.979 20.645 0.032 0.005 0.055
Si 8.136 13.517 20.338 0.097 -0.097 0.259
Si 10.768 16.227 20.778 0.201 -0.022 0.229
Si 13.615 2.688 20.785 -0.136 -0.085 0.073
Si 10.929 5.326 20.724 0.026 -0.102 0.111
Si 13.609 8.306 20.704 0.048 0.053 0.112
Si 10.908 11.02 20.682 -0.15 -0.07 0.13
Si 13.602 13.597 20.649 0.046 -0.046 0.185
Si 17.983 15.211 22.011 0.016 0.046 0.244
Si 20.299 0.978 21.989 0.093 0.081 0.302
Si 17.967 4.283 22.072 -0.117 -0.039 0.478
Si 20.124 6.572 22.003 0.23 0.105 0.31
Si 17.534 9.3 22.05 0.023 0.053 0.3
Si 4.643 12.744 21.963 0.021 0.164 0.558
Si 6.741 14.914 21.502 -0.001 0.074 0.462
Si 8.942 0.816 22.052 -0.293 -0.257 -0.098
Si 6.966 4.336 22.042 -0.023 -0.253 0.426
Si 9.328 6.446 21.986 0.075 0.171 0.316
Si 7.035 9.846 22.022 -0.015 -0.209 0.518
Si 9.171 12.116 21.899 0.116 0.222 0.435
Si 12.479 15.1 22.057 -0.271 0.048 0.376
Si 14.74 1 21.993 0.081 0.156 0.383
Si 12.151 3.888 22.221 0.034 0.11 0.026
Si 15.246 7.184 21.952 0.009 0.022 0.316
Si 12.49 9.952 22.055 -0.109 -0.08 0.299
Si 14.707 12.14 22.144 0.126 -0.004 0.173
Si 18.982 7.355 27.404 -0.079 -0.022 0.196
Si 11.031 8.182 30.995 0.301 -0.155 -0.7
Si 10.325 4.389 28.732 0.098 -0.108 -0.201
Si 22.08 7.007 30.958 -0.15 0.16 -0.721
Si 16.596 13.438 24.241 -0.036 0.129 0.459
Si 9.939 12.713 31.324 0.082 0.034 -0.543
Si 14.774 3.111 31.865 0.098 0.186 -0.297
Si 17.609 4.718 27.644 0.064 0.075 0.268
Si 20.576 9.165 29.382 -0.039 -0.018 -0.368
Si 16.392 9.039 26.851 0.015 -0.145 0.195
Si 7.134 11.453 26.237 -0.075 0.026 0.311
Si 12.428 0.976 26.129 0.213 -0.068 0.378
Si 11.966 14.305 25.137 0.16 0.112 0.551
Si 13.65 9.713 31.006 -0.07 0.026 -0.459
Si 8.701 9.847 31.02 -0.173 0.25 -0.704
Si 16.313 15.251 26.704 0.113 0.229 0.558
Si 12.462 0.929 31.736 -0.161 -0.043 -0.372
Si 5.891 4.045 25.063 0.109 0.193 0.547
Si 18.924 16.057 28.302 0.116 0 -0.052
Si 21.588 13.441 31.067 0.245 -0.127 -0.607
Si 20.82 6.864 25.027 -0.161 -0.145 0.498
Si 7.312 15.549 25.908 -0.18 -0.1 0.496
Si 14.723 13.809 28.896 -0.083 -0.082 -0.3
Si 9.079 13.444 24.75 -0.225 -0.142 0.497
Si 11.561 9.339 24.957 0.176 0.125 0.718
Si 20.042 3.018 31.91 -0.026 0.045 -0.401
Si 16.523 12.73 31.178 -0.041 0.114 -0.695
Si 21.712 4.327 29.94 -0.05 -0.052 -0.573
Si 15.877 7.764 31.184 0.026 -0.146 -0.545
Si 8.832 4.436 26.049 0.04 -0.018 0.469
Si 10.282 2.301 24.229 0.16 0.216 0.653
Si 7.908 14.895 31.007 -0.088 -0.064 -0.548
Si 5.24 1.166 24.902 -0.097 -0.313 0.651
Si 19.47 2.651 28.998 0.111 0.049 -0.397
Si 12.217 11.768 26.614 0.09 -0.07 0.299
Si 7.996 5.243 30.624 0.264 -0.1 -0.745
Si 15.251 1.377 25.037 -0.175 -0.165 0.624
Si 18.946 14.752 31.042 -0.076 0.129 -0.555
Si 12.53 6.389 28.855 0.056 -0.072 -0.298
Si 20.54 12.181 25.019 0.332 0.26 0.701
Si 16.693 3.852 24.895 0.146 0.131 0.709
Si 6.786 8.77 24.87 0.107 0.111 0.681
Si 9.277 15.862 28.437 0.138 0.021 -0.061
Si 18.072 10.713 24.731 -0.122 -0.233 0.78
Si 13.715 7.577 26.301 0.068 0.062 0.502
Si 9.476 7.21 24.832 -0.128 -0.075 0.662
Si 14.541 10.954 28.343 0.076 -0.063 -0.28
Si 17.989 10.111 30.976 0.092 -0.175 -0.545
Si 11.553 13.605 28.918 0.031 0.079 -0.241
Si 20.753 14.955 26.324 0.217 -0.068 0.243
Si 11.382 1.533 28.942 -0.157 0.309 -0.28
Si 6.471 11.126 29.166 -0.118 -0.028 -0.342
Si 14.017 5.496 24.233 -0.082 0.097 0.506
Si 15.336 5.133 29.658 -0.128 0.253 -0.391
Si 1.364 14.966 5.532 0 -0.005 -0.02
Si 4.069 1.369 5.544 -0.01 0.019 -0.044
Si 1.352 4.094 5.546 0.036 -0.035 -0.063
Si 4.077 6.797 5.559 0 -0.028 -0.039
Si 1.37 9.504 5.514 0.011 0.015 -0.069
Si 4.065 12.235 5.556 -0.013 -0.015 -0.013
Si 6.782 14.981 5.565 0.017 -0.015 -0.028
Si 9.524 1.339 5.598 0.005 -0.016 -0.003
Si 6.785 4.091 5.561 0.008 -0.009 -0.006
Si 9.531 6.809 5.582 0.017 0 -0.019
Si 6.801 9.538 5.563 0.023 0.015 -0.035
Si 9.538 12.235 5.564 -0.037 0.047 -0.056
Si 12.255 14.932 5.553 -0.015 0.005 -0.036
Si 14.98 1.351 5.548 0.004 0.013 -0.01
Si 12.279 4.077 5.561 0.003 0.018 -0.012
Si 14.995 6.782 5.54 -0.021 0.046 -0.051
Si 12.238 9.539 5.556 0.018 -0.026 -0.053
Si 14.969 12.21 5.555 -0.037 -0.05 -0.03
Si 2.72 16.321 6.919 0.012 -0.012 0.008
Si 5.427 2.725 6.93 -0.012 0.024 -0.003
Si 2.718 5.437 6.927 0.019 0.005 0.038
Si 5.441 8.163 6.926 -0.01 0.012 -0.004
Si 2.711 10.864 6.916 0.002 0.036 -0.001
Si 5.434 13.598 6.926 0.033 -0.016 0.001
Si 8.149 16.314 6.957 -0.01 0.016 0.012
Si 10.903 2.717 6.932 -0.003 -0.013 -0.009
Si 8.158 5.442 6.935 -0.006 0.015 -0.007
Si 10.893 8.173 6.939 -0.012 -0.01 0.006
Si 8.166 10.887 6.938 -0.006 -0.006 0.004
Si 10.892 13.591 6.94 0.007 -0.011 0.008
Si 13.613 16.309 6.919 -0.014 0.02 -0.016
Si 16.33 2.719 6.921 0.009 -0.024 0.018
Si 13.629 5.443 6.93 -0.007 -0.028 0.002
Si 16.338 8.156 6.912 -0.006 -0.011 0.006
Si 13.609 10.87 6.938 0.029 -0.002 0.029
Si 16.325 13.598 6.909 -0.027 0.03 -0.003
Si 17.687 1.363 8.299 0.001 0.012 -0.003
Si 4.072 4.081 8.307 -0.004 -0.023 -0.001
Si 17.686 6.801 8.3 0.019 0.013 0
Si 4.079 9.52 8.299 0.023 0.015 0.002
Si 17.678 12.234 8.289 -0.008 -0.03 -0.003
Si 4.078 14.961 8.299 -0.001 0.004 -0.001
Si 6.791 1.369 8.31 0.03 -0.007 0.006
Si 9.532 4.079 8.296 0.014 0.013 0.009
Si 6.799 6.803 8.304 -0.007 -0.021 0.007
Si 9.525 9.523 8.31 -0.004 -0.01 0.004
Si 6.802 12.247 8.305 0.01 0.017 0.002
Si 9.523 14.949 8.312 -0.021 -0.008 -0.002
Si 12.255 1.35 8.3 -0.021 -0.007 0.007
Si 14.975 4.076 8.303 -0.02 -0.003 0.005
Si 12.26 6.804 8.298 0.01 0.021 0.002
Si 14.972 9.504 8.298 -0.032 -0.006 -0.001
Si 12.253 12.233 8.312 -0.002 0.021 0.005
Si 14.972 14.955 8.295 0.013 0.002 0.004
Si 16.326 16.322 9.669 -0.005 0 -0.002
Si 2.717 2.722 9.684 0.017 -0.009 0.005
Si 16.327 5.441 9.678 -0.003 -0.006 0.003
Si 2.724 8.158 9.675 0.003 -0.003 0.001
Si 16.324 10.874 9.669 0 0.026 -0.007
Si 2.719 13.594 9.667 0.008 0.009 -0.006
Si 5.434 16.323 9.682 0.007 -0.003 0
Si 8.167 2.723 9.674 -0.018 -0.004 0.005
Si 5.439 5.44 9.675 0.003 0.009 -0.002
Si 8.165 8.157 9.677 0.002 0.01 0.007
Si 5.442 10.879 9.672 0.003 -0.001 -0.005
Si 8.164 13.595 9.69 0.005 0.003 0.005
Si 10.886 16.318 9.675 -0.001 0.002 -0.002
Si 13.609 2.719 9.671 0.011 -0.004 0.006
Si 10.895 5.442 9.666 -0.012 -0.005 -0.001
Si 13.615 8.154 9.682 0.009 -0.009 0.009
Si 10.891 10.875 9.686 -0.007 0.002 0.002
Si 13.612 13.6 9.676 -0.014 -0.005 0.002
Si 17.684 14.96 11.041 0.005 -0.012 -0.007
Si 4.077 1.365 11.059 -0.006 0.003 0
Si 17.681 4.085 11.059 0.003 -0.003 0.001
Si 4.081 6.798 11.05 0.008 -0.001 0.001
Si 17.681 9.515 11.048 0.007 0.004 0.002
Si 4.079 12.236 11.045 0.012 0.008 -0.007
Si 6.803 14.965 11.055 0.005 0 -0.002
Si 9.53 1.365 11.049 -0.008 -0.012 0.004
Si 6.807 4.084 11.047 0.014 -0.004 -0.002
Si 9.532 6.796 11.044 0.001 0.006 0.001
Si 6.805 9.518 11.047 -0.007 0.006 -0.003
Si 9.529 12.232 11.06 0.004 -0.002 0.001
Si 12.249 14.961 11.048 -0.007 0.002 -0.003
Si 14.967 1.364 11.046 -0.011 0.006 -0.001
Si 12.253 4.085 11.045 -0.013 -0.007 0.003
Si 14.968 6.794 11.061 -0.004 0 0.007
Si 12.253 9.512 11.056 -0.003 0.003 0.003
Si 14.967 12.234 11.045 -0.005 0.004 -0.001
Si 2.711 16.324 12.427 0.002 -0.01 0
Si 5.44 2.735 12.425 0.02 -0.016 -0.009
Si 2.718 5.45 12.433 0.022 -0.001 0.003
Si 5.448 8.154 12.417 0.001 0.011 -0.005
Si 2.722 10.872 12.42 0.005 0.011 0
Si 5.439 13.597 12.419 0.001 0.003 -0.014
Si 8.168 16.328 12.425 -0.002 0 -0.001
Si 10.893 2.73 12.421 0.012 0.011 -0.002
Si 8.176 5.436 12.421 -0.02 -0.002 0.003
Si 10.895 8.145 12.427 -0.015 -0.001 -0.001
Si 8.169 10.865 12.43 -0.004 -0.003 0.002
Si 10.899 13.594 12.424 -0.02 0.014 -0.007
Si 13.603 16.333 12.418 0.008 -0.018 0.002
Si 16.313 2.728 12.43 -0.001 -0.012 0.003
Si 13.605 5.436 12.438 0.003 -0.003 0.003
Si 16.326 8.157 12.433 -0.003 0 -0.003
Si 13.617 10.872 12.428 -0.006 0.027 0.002
Si 16.323 13.602 12.411 0.009 -0.006 -0.008
Si 17.665 1.365 13.802 0.025 0.008 0.001
Si 4.083 4.097 13.805 -0.02 0.005 0.004
Si 17.68 6.803 13.819 -0.007 0.007 0.008
Si 4.079 9.501 13.789 0.033 -0.011 -0.004
Si 17.672 12.233 13.781 -0.008 0.034 -0.003
Si 4.076 14.959 13.788 0.014 -0.015 -0.006
Si 6.809 1.381 13.793 -0.011 -0.007 -0.004
Si 9.543 4.089 13.804 -0.021 -0.007 -0.002
Si 6.814 6.797 13.786 0.018 -0.008 -0.018
Si 9.534 9.497 13.8 0.005 0.02 0.003
Si 6.799 12.23 13.789 -0.014 0.026 -0.006
Si 9.539 14.961 13.787 0.012 -0.018 -0.009
Si 12.257 1.383 13.8 -0.02 -0.013 -0.004
Si 14.963 4.084 13.822 -0.007 -0.007 0.003
Si 12.247 6.792 13.82 -0.003 0.007 0.002
Si 14.967 9.51 13.813 0.021 -0.006 0.005
Si 12.264 12.236 13.8 0.007 -0.034 0.004
Si 14.967 14.971 13.777 -0.031 0.018 -0.016
Si 16.29 16.335 15.176 -0.012 -0.072 0.001
Si 19.022 2.74 15.161 -0.001 -0.037 -0.033
Si 16.314 5.451 15.201 0.022 0.008 -0.018
Si 19.047 8.16 15.192 0.005 0 0.003
Si 16.334 10.873 15.177 -0.018 0.001 -0.008
Si 19.02 13.599 15.146 0.029 -0.007 0.001
Si 5.438 16.334 15.145 0.017 -0.017 -0.007
Si 8.172 2.741 15.17 0.006 -0.01 -0.01
Si 5.447 5.467 15.173 0.047 0.022 -0.004
Si 8.187 8.12 15.176 -0.06 -0.005 -0.007
Si 5.443 10.852 15.153 0.003 0.017 -0.002
Si 8.173 13.593 15.145 -0.022 0.014 -0.004
Si 10.9 16.331 15.153 -0.014 0.007 -0.024
Si 13.604 2.731 15.209 0.021 -0.002 0.014
Si 10.898 5.431 15.21 -0.003 0.006 0.006
Si 13.607 8.151 15.195 -0.012 -0.002 -0.02
Si 10.909 10.856 15.159 -0.036 0.019 -0.019
Si 13.634 13.608 15.158 0.041 0.053 -0.013
O 14.412 6.763 23.31 0.135 -0.094 -0.302
O 16.415 8.19 22.591 -0.136 -0.196 -0.459
O 15.685 7.626 32.788 0.012 0.176 0.638
O 17.563 3.619 23.547 0.001 -0.219 -0.566
O 11.864 0.66 30.232 0.264 -0.352 0.644
O 9.282 1.175 23.628 0.076 -0.005 -0.052
O 5.762 13.921 22.475 -0.103 0.126 -0.879
O 6.75 0.631 25.29 -0.082 0.205 -0.529
O 20.184 13.907 30.414 -0.118 -0.181 0.247
O 22.823 0.608 33.392 0.117 -0.233 0.489
O 15.388 3.741 30.489 0.077 -0.354 0.545
O 8.19 10.936 22.537 -0.1 0.021 -0.435
O 12.831 4.649 23.521 0.017 -0.108 -0.264
O 13.78 5.495 29.372 0.069 -0.198 0.202
O 17.642 8.252 27.491 -0.19 -0.048 -0.087
O 12.441 15.679 25.897 0.13 -0.166 -0.174
O 9.48 3.187 33.405 0.034 -0.023 0.298
O 15.439 1.459 23.426 0.19 0.041 -0.678
O 15.978 2.415 32.695 0.163 0.07 0.277
O 18.426 10.38 32.525 0.332 -0.144 0.747
O 20.205 8.651 33.391 0.217 0.198 0.361
O 13.017 15.893 32.462 -0.146 -0.254 0.46
O 15.196 13.011 23.493 -0.009 0.035 -0.498
O 8.135 5.414 22.523 0.173 0.138 -0.309
O 17.527 5.921 33.512 -0.091 0.179 0.351
O 20.496 1.87 32.949 -0.126 -0.242 0.521
O 11.233 13.088 30.414 -0.074 -0.053 0.541
O 16.488 13.889 25.821 -0.04 -0.27 -0.4
O 10.208 13.218 32.839 0.027 0.183 0.424
O 13.714 1.71 25.463 0.142 0.261 -0.415
O 9.518 13.025 23.245 0.081 -0.182 -0.586
O 19.623 1.209 28.274 0.137 -0.013 0.043
O 20.122 13.691 25.513 -0.124 -0.141 -0.312
O 20.848 3.538 28.792 0.17 0.084 0.309
O 19.466 11.046 25.551 -0.143 -0.191 -0.259
O 13.115 14.101 28.92 0.108 0.318 -0.067
O 12.202 5.869 33.465 -0.182 0.101 0.71
O 9.665 11.131 31.259 0.278 -0.166 0.319
O 21.206 5.304 25.315 -0.136 0.022 0.115
O 11.569 9.431 23.336 -0.086 0.188 -0.528
O 15.351 13.567 30.382 0.214 -0.217 0.36
O 21.228 5.887 30.094 -0.095 0.089 0.145
O 6.289 9.429 23.461 0.071 0.394 -0.468
O 16.104 6.322 30.465 0.007 0.217 0.272
O 9.622 8.679 30.339 -0.205 0.141 0.284
O 7.527 10.182 29.948 0.333 -0.281 0.318
O 9.351 3.928 27.511 -0.053 -0.191 -0.114
O 11.152 2.771 22.929 0.116 0.061 -0.317
O 18.329 9.757 23.44 0.082 -0.037 -0.518
O 7.34 6.76 30.536 -0.06 -0.038 0.014
O 6.297 14.705 31.04 -0.024 0.098 0.063
O 11.15 3.105 29.327 0.24 -0.198 0.176
O 20.479 12.097 23.4 -0.127 -0.268 -0.603
O 7.17 11.768 27.842 0.033 0.077 0.029
O 9.937 1.02 28.406 -0.051 0.109 -0.144
O 13.991 10.853 29.876 0.03 -0.141 0.391
O 14.06 10.096 32.534 -0.124 0.146 0.607
O 7.743 15.995 22.285 0.34 -0.126 -0.152
O 11.119 1.634 25.447 -0.468 0.296 -0.453
O 13.551 16.284 22.512 0.071 0.04 -0.323
O 13.662 1.991 31.524 -0.06 0.217 0.076
O 19.374 15.434 32.46 -0.117 0.399 0.519
O 19.45 7.188 25.856 -0.165 0.106 -0.482
O 18.465 15.753 29.835 -0.114 -0.034 0.341
O 12.057 9.445 30.978 -0.122 0.202 0.153
O 7.993 14.654 24.744 0.004 0.046 -0.362
O 8.411 15.49 32.434 -0.003 0.017 0.596
O 10.137 6.812 23.4 -0.108 -0.063 -0.552
O 12.107 11.517 33.462 -0.215 -0.023 0.627
O 21.249 12.995 32.589 0.023 -0.16 0.561
O 14.09 4.297 32.74 -0.134 0.219 0.232
O 6.287 3.89 23.492 0.185 0.027 -0.74
O 19.153 4.149 32.657 -0.146 0.062 0.034
O 15.306 7.953 26.312 -0.107 -0.05 -0.235
O 20.057 15.003 27.792 0.056 -0.023 0.073
O 21.531 10.242 28.622 -0.161 -0.139 0.201
O 19.113 16.296 22.59 -0.073 0.122 -0.529
O 19.306 9.945 30.024 -0.223 0.37 0.073
O 5.125 2.671 25.538 -0.039 0.125 -0.335
O 20.711 7.165 23.434 0.107 -0.02 -0.614
O 13.507 6.087 25.671 0.231 -0.321 -0.281
O 8.312 15.831 29.744 -0.415 0.087 0.419
O 4.944 1.294 23.305 -0.16 -0.029 -0.554
O 16.071 12.246 32.654 0.064 -0.283 0.264
O 15.571 16.262 25.694 -0.11 0.165 -0.523
O 22.221 12.251 30.17 0.045 0.439 0.424
O 10.501 14.781 28.5 0.109 0.079 -0.265
O 14.493 8.381 30.581 -0.05 -0.194 0.321
O 17.095 11.379 30.425 -0.106 0 0.191
O 7.008 4.271 29.712 0 0.116 0.249
O 17.522 4.697 26.019 -0.207 0.142 -0.453
O 12.111 14.413 23.528 -0.054 -0.136 -0.592
O 13.627 10.994 22.725 0.011 -0.23 -0.636
O 7.213 4.295 26.001 -0.079 0.123 0.051
O 9.33 5.978 25.889 0.023 0.395 -0.32
O 16.107 4.942 28.236 -0.168 -0.083 -0.166
O 18.198 3.352 28.282 -0.002 -0.224 0.211
O 5.707 11.899 25.604 -0.336 -0.137 -0.376
O 17.507 0.546 33.532 -0.014 0.116 0.393
O 11.352 12.368 27.866 -0.214 -0.061 0.069
O 6.038 14.737 26.547 0.11 0.149 -0.271
O 11.27 1.515 32.665 -0.234 0.041 0.239
O 17.304 14.641 23.404 0.186 -0.027 -0.324
O 9.468 5.101 29.932 -0.229 0.354 0.324
O 8.609 13.447 30.747 -0.128 -0.004 0.241
O 17.139 8.728 30.839 0.108 -0.171 0.242
O 8.397 15.744 27.091 -0.093 -0.12 -0.056
O 18.992 5.497 22.552 0.011 0 -0.497
O 11.333 10.817 25.635 -0.221 -0.057 -0.328
O 11.436 5.42 28.128 0.155 0.224 0.095
O 15.315 4.571 24.453 -0.058 -0.132 -0.253
O 21.934 6.837 32.572 -0.111 0.127 0.456
O 11.752 7.03 30.116 -0.119 -0.075 0.229
O 12.458 1.328 27.727 0.261 0.108 -0.153
O 20.513 16.391 25.559 -0.02 0.169 -0.237
O 5.624 7.893 25.598 -0.039 -0.056 -0.137
O 6.684 11.333 33.448 0.041 0.06 0.5
O 14.7 14.229 33.501 0.215 -0.152 0.178
O 15.104 12.45 28.083 0.043 -0.037 -0.196
O 13.064 7.522 27.805 0.161 0.173 -0.046
O 10.676 7.691 32.498 -0.07 0.031 0.462
O 17.728 13.773 31.394 -0.079 -0.107 0.249
O 10.411 13.988 25.511 0.083 -0.007 -0.062
O 8.15 9.407 32.496 -0.164 0.109 0.536
O 17.524 12.123 24.171 0.105 -0.013 -0.453
O 10.379 8.372 25.52 -0.257 0.059 -0.231
O 7.998 7.769 24.496 0.107 -0.066 -0.302
O 8.406 12.215 25.586 0.349 -0.041 -0.088
O 18.638 5.907 28.063 0.171 -0.052 -0.039
O 21.456 3.623 31.382 -0.148 -0.06 0.146
O 20.133 8.059 28.288 0.225 0.128 0.091
O 7.989 4.857 32.204 0.123 -0.255 0.757
O 16.939 10.046 25.704 0.095 0.373 -0.618
O 16.304 2.455 25.649 0.137 -0.065 -0.107
O 13.356 10.774 27.239 -0.156 0.069 -0.147
O 15.705 9.869 28.068 -0.192 -0.086 -0.079
O 7.305 9.857 25.974 -0.059 -0.433 -0.315
O 12.984 8.71 25.414 -0.105 0.229 -0.088
O 9.477 3.562 24.847 -0.124 -0.161 -0.513
O 15.425 15.011 28.056 0.135 0.157 -0.007
O 12.824 13.048 25.778 0.109 0.248 -0.439
O 19.216 2.468 30.605 0.008 0.059 0.503
O 21.483 8.452 30.53 0.113 -0.094 0.294
O 17.69 15.945 27.243 -0.158 0.105 -0.195

Results
total energy: -101659.475 eV
total energy less fixed offsets of O -438.35, Si -107.03 eV per atom: -6.275 eV
